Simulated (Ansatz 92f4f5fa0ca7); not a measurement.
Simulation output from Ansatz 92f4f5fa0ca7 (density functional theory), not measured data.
Periodic cell of 406 atoms, Si266O140, from a study of silicon, its oxide and their interface. The atomic structure is a simulated model.
Doubt: the cutoff is far below the 930 eV that the study's wrapper takes by default for these files, so forces and energies are approximate.
This geometry differs little from another in the collection (a relaxation step or a small displacement).

Settings
functional: PBE
potential files: Ansatz PAW
basis: plane waves
wave-function cutoff: 580 eV
density cutoff ratio: 5
exchange-correlation grid ratio: 1
k mesh: 1 x 1 x 1, Gamma-centred
self-consistency stop: 5e-08 eV per atom in the density residual
occupations: fixed
spin: none
net charge: 0

Cell vectors (angstrom)
a 15.4687 0 0
b 0 12.8259 0
c 0 0 35.794

Atoms and the computed forces on them: element, x, y, z (angstrom), force x, y, z (eV/angstrom)
Si 0.0121 1.1579 33.1261 0.0001 -0.0002 -0.0048
Si 3.8366 1.1581 33.1452 0.0008 0.0002 -0.0044
Si 7.7311 1.1567 33.129 -0.0003 -0.0014 -0.0048
Si 11.5986 1.1566 33.1334 0.0003 -0.0001 -0.0052
Si 1.9224 7.5647 33.1241 0.0013 0.0005 -0.005
Si 5.7759 7.5692 33.1129 -0.0005 -0.0007 -0.005
Si 9.6509 7.5686 33.1322 0.001 0.0016 -0.005
Si 13.5275 7.5691 33.1048 0 -0.0008 -0.0058
Si 1.9336 5.247 33.5271 0.0477 -0.2158 -0.1593
Si 5.8008 5.247 33.5271 -0.0447 -0.0625 -0.0808
Si 9.6679 5.247 33.5271 -0.0282 -0.2002 -0.0331
Si 13.5351 5.247 33.5271 0.0566 -0.1036 -0.0207
Si 0 11.6599 33.5271 0.0381 -0.1591 0.0364
Si 3.8672 11.6599 33.5271 -0.025 -0.1859 -0.0034
Si 7.7343 11.6599 33.5271 0.0363 -0.1294 0.0439
Si 11.6015 11.6599 33.5271 -0.0067 -0.1942 -0.0341
Si 0 4.664 34.7638 -0.0058 -0.042 -0.0427
Si 3.8672 4.664 34.7638 -0.0075 -0.0395 -0.0422
Si 7.7343 4.664 34.7638 0.005 -0.0427 -0.0383
Si 11.6015 4.664 34.7638 0.0041 -0.0254 -0.0446
Si 1.9336 11.0769 34.7638 -0.0082 -0.0059 -0.0111
Si 5.8008 11.0769 34.7638 0.001 -0.0321 -0.0281
Si 9.6679 11.0769 34.7638 -0.0207 0.015 -0.019
Si 13.5351 11.0769 34.7638 -0.0016 -0.0146 -0.0277
Si 0 2.332 35.1761 0.0567 0.0129 0.0881
Si 3.8672 2.332 35.1761 -0.1258 0.0436 0.2153
Si 7.7343 2.332 35.1761 0.0426 0.0122 0.0941
Si 11.6015 2.332 35.1761 -0.0307 0.0134 0.1191
Si 1.9336 8.745 35.1761 -0.0232 -0.0144 0.0327
Si 5.8008 8.745 35.1761 -0.0646 -0.0266 -0.0363
Si 9.6679 8.745 35.1761 -0.027 -0.0104 0.0975
Si 13.5351 8.745 35.1761 -0.0048 -0.0395 -0.0709
Si 1.9336 1.749 0.6188 0.016 0.0263 0.0353
Si 5.8008 1.749 0.6188 0.0139 -0.038 -0.0272
Si 9.6679 1.749 0.6188 0.0083 0.0059 0.0012
Si 13.5351 1.749 0.6188 -0.012 -0.0294 -0.0259
Si 0 8.162 0.6188 0.0129 0.0026 -0.0219
Si 3.8672 8.162 0.6188 0.0302 0.0204 -0.0151
Si 7.7343 8.162 0.6188 0.0044 0.0052 -0.0201
Si 11.6015 8.162 0.6188 -0.0014 0.0067 -0.0239
Si 0 5.83 1.031 0.0122 0.025 0.033
Si 3.8672 5.83 1.031 0.0072 0.0058 0.0169
Si 7.7343 5.83 1.031 -0.0008 0.0401 0.0393
Si 11.6015 5.83 1.031 -0.0046 0.0041 0.0106
Si 1.9336 12.2429 1.031 0.0106 -0.0195 0.0029
Si 5.8008 12.2429 1.031 0.0001 0.0102 0.0238
Si 9.6679 12.2429 1.031 0.0221 -0.03 -0.0062
Si 13.5351 12.2429 1.031 -0.0044 -0.0039 0.0132
Si 1.9336 5.247 2.2678 0.0195 0.0572 0.0922
Si 5.8008 5.247 2.2678 -0.0664 0.0372 0.0707
Si 9.6679 5.247 2.2678 0.0412 0.0172 -0.0153
Si 13.5351 5.247 2.2678 -0.0069 0.0274 0.0397
Si 0 11.6599 2.2678 0.0042 -0.0215 -0.1098
Si 3.8672 11.6599 2.2678 -0.0363 -0.0168 -0.1388
Si 7.7343 11.6599 2.2678 0.0244 0.001 -0.0013
Si 11.6015 11.6599 2.2678 -0.0629 -0.0393 -0.2159
Si 1.9336 2.915 2.68 -0.012 0.0439 0.072
Si 5.8008 2.915 2.68 -0.0191 0.0858 0.0728
Si 9.6679 2.915 2.68 -0.0025 0.0458 0.0507
Si 13.5351 2.915 2.68 0.0162 0.0785 0.0708
Si 0 9.328 2.68 -0.0137 -0.0204 0.0035
Si 3.8672 9.328 2.68 -0.0229 -0.0477 -0.0087
Si 7.7343 9.328 2.68 -0.0094 -0.0215 -0.0035
Si 11.6015 9.328 2.68 0.0003 -0.0038 0.0139
Si -0.2995 -0.0787 26.6248 0.0036 0.0178 -0.0055
Si 4.2102 -0.0844 26.5704 -0.003 0.0152 -0.006
Si 7.33 -0.0246 26.8776 0.0017 0.0128 -0.0064
Si 12.0311 -0.2591 26.6476 -0.0031 0.0186 -0.0079
Si 2.2575 6.1056 26.4346 -0.027 0.0174 -0.0055
Si 5.5057 6.4619 26.5716 0.0194 0.0264 -0.0083
Si 9.8485 5.9916 26.5894 -0.0139 0.0131 -0.0093
Si 13.0697 6.2468 26.6625 0.0024 0.0193 -0.0114
Si 1.9562 3.7829 26.8258 0.0025 -0.0182 -0.0164
Si 5.9317 4.07 26.7239 0.001 -0.0118 -0.0251
Si 9.7541 3.6908 27.013 0.0032 -0.0193 -0.0203
Si 13.5367 3.9087 26.8551 -0.0011 -0.0165 -0.0181
Si 0.0282 10.4356 26.9228 -0.0036 -0.0144 -0.0155
Si 3.9086 10.4073 26.9843 0.0032 -0.0124 -0.0045
Si 7.7574 10.5092 26.9621 -0.0011 -0.013 -0.0168
Si 11.6926 10.2197 26.9177 0.0039 -0.0136 -0.0077
Si 0.0104 3.4198 28.1235 -0.0031 0.0028 0.0032
Si 3.9697 3.4324 28.0531 0.0006 0.0058 0.0104
Si 7.7257 3.4181 28.162 -0.0003 0.0027 0.0072
Si 11.6959 3.2984 28.2468 0.0005 0.0023 0.0022
Si 1.9434 9.8401 28.1509 -0.0004 0.0051 0.005
Si 5.8428 9.8385 28.213 0.0003 0.0036 0.003
Si 9.6887 9.7932 28.1143 -0.0022 0.0041 0.0044
Si 13.5984 9.7495 28.2096 0.0013 0.0026 0.0025
Si -0.0346 1.1195 28.6379 0.0004 -0.0086 -0.0069
Si 3.8989 1.1197 28.5996 0 -0.0059 -0.0092
Si 7.6322 1.1665 28.8268 0.0025 -0.0041 -0.0009
Si 11.6562 0.9738 28.6645 0.0004 -0.0079 -0.0075
Si 1.8656 7.4694 28.4433 0.0006 -0.0097 -0.0091
Si 5.7787 7.5305 28.6614 -0.0023 -0.0011 -0.0035
Si 9.5717 7.4391 28.5128 0.0032 -0.0064 -0.0059
Si 13.487 7.4348 28.6711 -0.0013 -0.0033 -0.003
Si 1.9366 0.5374 29.7953 -0.0001 -0.0029 -0.0033
Si 5.7227 0.5367 29.9813 -0.0017 -0.004 -0.0024
Si 9.6584 0.4879 29.8436 0.0009 -0.0015 -0.0062
Si 13.5612 0.4864 29.9276 -0.0006 -0.0037 -0.0035
Si 0.0008 6.9112 29.8029 0.0012 -0.0018 -0.0008
Si 3.7886 6.9461 29.7847 0.0004 -0.0098 0.0004
Si 7.7073 6.9422 29.8539 0.0009 -0.0026 -0.0011
Si 11.509 6.922 29.8347 -0.0004 -0.0031 -0.0015
Si 0.0174 4.5959 30.2021 0.0014 0.0007 -0.0016
Si 3.8767 4.612 30.1536 -0.0001 0.0043 -0.0098
Si 7.7356 4.6189 30.2198 0.0013 -0.0003 -0.0022
Si 11.6067 4.5883 30.2457 -0.0004 0.0013 -0.0024
Si 1.933 11.0234 30.2176 0 0.002 -0.0021
Si 5.8091 11.0273 30.2692 0.0009 0.0021 -0.0025
Si 9.667 10.9751 30.2044 -0.0014 0 -0.0013
Si 13.5615 10.9796 30.2529 0.0004 0.0014 -0.0008
Si 1.9556 4.0431 31.4411 0.0006 0.0012 -0.0065
Si 5.7899 4.0662 31.4548 -0.001 0.0004 -0.0086
Si 9.6637 4.0294 31.4696 -0.0002 0.0019 -0.008
Si 13.5537 4.0498 31.4713 0.0004 0.0017 -0.0068
Si 0.0211 10.4447 31.486 0.0002 0.0004 -0.0062
Si 3.8586 10.4495 31.472 0.0001 -0.0004 -0.0066
Si 7.7439 10.4532 31.4837 0.001 0.0002 -0.0059
Si 11.6001 10.4464 31.469 0 0.002 -0.0066
Si 1.9332 1.7149 31.863 0.0003 -0.0006 -0.0037
Si 5.7658 1.754 31.9668 -0.0013 -0.0024 -0.0031
Si 9.6697 1.6978 31.8861 0.0001 -0.001 -0.0034
Si 13.5398 1.7233 31.9262 -0.0004 -0.0022 -0.0025
Si 0.006 8.1114 31.8631 -0.0004 -0.0013 -0.0024
Si 3.8324 8.1144 31.8612 -0.001 -0.0017 -0.0059
Si 7.7205 8.1303 31.8977 0.0004 -0.0005 -0.0013
Si 11.5684 8.1147 31.8844 -0.0022 -0.0034 -0.0039
Si 0 2.332 3.9167 -0.0328 0.1907 0.1699
Si 3.8672 2.332 3.9167 0.0447 0.2755 0.2293
Si 7.7343 2.332 3.9167 0.0937 0.1404 0.22
Si 11.6015 2.332 3.9167 -0.0658 0.2504 0.2313
Si 1.9336 8.745 3.9167 0.0898 0.0872 -0.25
Si 5.8008 8.745 3.9167 0.0327 0.0984 0.0078
Si 9.6679 8.745 3.9167 -0.0192 0.1053 -0.1194
Si 13.5351 8.745 3.9167 -0.0084 0.0723 -0.1346
Si 1.9379 6.4191 4.3446 -0.0009 0.0013 0.0029
Si 5.7931 6.4182 4.3418 -0.001 0.0014 0.0038
Si 9.6781 6.4199 4.3274 0.0016 0.0017 0.0038
Si 13.5335 6.4194 4.3365 0.0023 0.0028 0.004
Si -0.0103 12.8383 4.3097 0.0001 -0.0005 0.0002
Si 3.8614 12.8383 4.3051 0.0008 -0.0018 0.0008
Si 7.7338 12.8383 4.326 -0.0011 0.0015 0.0012
Si 11.5806 12.8397 4.2929 0.0009 -0.0008 0
Si -0.0021 5.8538 5.5757 -0.0005 -0.0012 -0.0014
Si 3.8622 5.8813 5.6221 0.0009 -0.002 0.0004
Si 7.7456 5.8391 5.5461 0.0007 -0.0004 -0.0045
Si 11.6026 5.8553 5.5876 -0.0019 -0.0024 0.0006
Si 1.9287 12.3131 5.545 -0.003 0.0016 -0.0003
Si 5.7839 12.2815 5.5401 0.0009 0.0014 0.003
Si 9.678 12.2901 5.5621 0.0003 0.0012 0.0006
Si 13.5009 12.2802 5.505 -0.0006 0.0015 0.001
Si -0.0101 3.5373 5.9986 -0.0004 0.0006 0.0057
Si 3.8866 3.543 6.016 0.0012 -0.0009 0.0063
Si 7.7721 3.5218 6.0125 -0.0014 0.0001 0.0088
Si 11.5922 3.5265 6.0269 0.0022 0.0008 0.0066
Si 1.9585 9.9698 5.919 0.0007 -0.0038 0.0034
Si 5.8134 9.9439 5.97 -0.001 -0.0031 0.004
Si 9.6598 9.9588 5.9451 0.0004 -0.002 0.0032
Si 13.5243 9.9529 5.9439 -0.0013 -0.0001 0.0046
Si 1.9284 3.0532 7.2734 -0.0007 0.0022 0.0016
Si 5.8458 3.0114 7.2808 0.0001 -0.0018 0.0058
Si 9.6811 2.972 7.3524 -0.0001 0.0025 0.0018
Si 13.5288 3.0016 7.2882 0.0031 0.002 0.0037
Si 0.0315 9.3506 7.0862 0.0003 -0.0035 0.0002
Si 3.8613 9.3963 7.1826 -0.0025 -0.0033 0.0029
Si 7.7568 9.3503 7.1943 -0.0005 0.0043 -0.0004
Si 11.5839 9.3647 7.1554 0.0011 -0.0009 0.0025
Si -0.0251 7.076 7.6115 -0.0009 0.0033 0.0001
Si 3.8458 7.0811 7.702 -0.0004 0.0052 0.0062
Si 7.7688 7.0311 7.5739 -0.0026 -0.0054 0.0067
Si 11.582 7.0418 7.6488 0.0015 0.0063 0.0015
Si 1.8867 13.523 7.5858 0.0031 0.0029 0.0028
Si 5.7692 13.4883 7.5689 0.0012 0.0082 0.004
Si 9.7029 13.4573 7.6319 0.0004 0.0005 -0.0003
Si 13.4724 13.4726 7.5275 -0.0021 0.0052 0.0012
Si 1.8501 6.6664 8.9722 0.0057 0.0053 -0.0031
Si 5.8651 6.5631 8.8626 -0.0048 0.0058 0.0053
Si 9.6583 6.3866 8.8659 -0.0007 0.0048 -0.0031
Si 13.5232 6.5432 8.8888 0.0042 0.0028 -0.0019
Si -0.0744 12.7929 8.6616 -0.0009 0.0049 0.005
Si 3.8088 13.0189 8.8287 -0.0018 0.0082 0.0089
Si 7.731 12.7737 8.695 -0.0066 0.0033 -0.0025
Si 11.6359 12.9469 8.9046 0.0082 0.0085 0.0072
Si 1.9157 4.3347 9.3405 -0.0031 -0.0063 -0.0113
Si 5.959 4.2567 9.3607 0.0054 -0.0043 -0.0145
Si 9.7044 4.114 9.5239 -0.0069 -0.0084 -0.0103
Si 13.5339 4.2544 9.374 0.0029 -0.0052 -0.0123
Si 0.1129 10.494 9.1115 -0.0003 -0.0028 -0.0029
Si 3.9074 10.6791 9.1672 0.0024 -0.0014 -0.0068
Si 7.7904 10.485 9.2704 0.0038 -0.0123 0.0063
Si 11.6838 10.5485 9.1817 -0.0081 -0.0053 0.003
Si 0.0126 3.5226 10.5011 -0.0007 0.0039 0.0045
Si 3.9264 3.9717 10.491 -0.0029 0.0154 0.0118
Si 7.7785 3.418 10.7995 -0.0029 0.0038 0.0255
Si 11.6827 3.8438 10.8342 0.0105 0.0218 0.0221
Si 2.0297 10.2871 10.4914 -0.0026 0.0127 0.0071
Si 5.7539 10.0592 10.4708 -0.0036 0.0041 -0.003
Si 9.8213 9.8886 10.4323 0.0023 0.0061 0.0079
Si 13.6683 9.9194 10.3035 0.0011 0.0109 -0.0057
Si -0.3223 1.2356 10.5813 0.005 -0.0125 -0.0016
Si 4.1172 1.6566 10.7188 -0.0116 -0.0211 -0.0087
Si 7.3174 1.1142 10.6571 0.0063 -0.024 0.0109
Si 12.0271 1.426 10.9439 -0.0021 -0.0205 -0.0049
Si 2.1803 8.0171 10.9888 0.0087 -0.0057 -0.0019
Si 6.2128 7.7321 10.917 -0.0041 -0.003 -0.0035
Si 9.4179 7.604 10.8654 0.0023 0.0099 0.0054
Si 13.6155 7.6145 11.0265 -0.0091 -0.0033 -0.0039
O 13.6303 13.9907 11.2777 -0.0035 0.0028 -0.0019
O 4.2147 14.5646 14.7985 -0.0054 -0.0012 -0.0039
O 3.3055 0.5219 25.3263 0.0071 -0.0032 0.0038
O 13.5835 0.0292 26.1535 -0.0035 -0.0047 0.0028
O 0.8294 0.784 11.6656 -0.0012 0.0044 -0.004
O 7.4919 10.6697 13.2114 -0.0078 -0.0058 -0.0036
O 15.5415 9.7582 25.3976 0.0022 0.0056 0.0157
O -4.4001 0.8329 20.9685 0.0023 0.0008 -0.0022
O 7.5982 0.1164 11.9573 -0.0003 0.0164 -0.0128
O 5.7047 14.1412 10.8336 0.0018 -0.0001 0.0093
O 9.887 10.6526 11.9055 0.0033 -0.0049 -0.0111
O 11.4026 16.4781 18.6278 0.0022 0.0005 -0.0014
O 19.4606 4.8018 11.9685 0.0035 -0.0052 -0.0106
O 7.8261 7.8339 11.1034 0.0034 0.0021 -0.0062
O 10.62 -4.2048 16.2999 0.002 -0.0022 -0.0012
O 2.7055 4.316 18.1868 0.002 -0.0021 -0.0032
O 3.6459 20.2222 11.4263 -0.0101 0.0055 0.0002
O -2.7075 11.5204 13.8516 0.0029 -0.0015 -0.0051
O 1.9584 11.2164 11.8881 0.0057 -0.0122 -0.0122
O 14.4331 9.5133 13.2459 0.0017 -0.0082 -0.0077
O 7.5982 3.6903 12.4713 -0.0002 0.0023 -0.0299
O 11.1068 13.5088 12.0836 0.0078 0.0065 -0.007
O 7.3767 5.6022 17.3743 0.0019 -0.0007 -0.0046
O -0.06 16.4602 12.1768 -0.0061 0.0014 -0.0119
O 17.3241 6.5265 24.8808 -0.0001 -0.0058 0.0128
O 3.9475 6.5475 14.0392 -0.0009 -0.0018 -0.0032
O 5.8163 0.1442 26.2003 0 -0.0029 0.002
O 0.4383 -0.0446 21.3569 0.0024 0.0001 -0.0012
O 8.9992 9.9975 19.3624 0.0012 -0.0003 0.0004
O 1.9566 2.8379 25.4412 0.0003 0.0136 0.0089
O 1.3374 8.5719 20.4234 -0.0007 -0.0009 0.0014
O 3.8756 9.4151 25.6475 -0.0055 0.0065 0.0036
O 11.7233 9.2108 25.5782 -0.0078 0.0104 0.0076
O 9.8834 2.7997 25.5832 -0.0001 0.014 0.0087
O 5.9609 3.2721 25.2535 -0.0068 0.0076 0.0245
O -0.7448 -6.1052 11.8984 0.0008 -0.0071 -0.0082
O 1.7426 -6.1215 22.2544 0.0042 -0.001 0
O 3.8835 6.2804 26.429 0.0074 -0.0031 -0.0085
O -0.7443 7.1722 21.5049 -0.0004 0.002 -0.001
O 13.498 2.9822 25.4502 0.0016 0.0085 0.0192
Si 3.8427 6.8498 15.6316 0.0035 0.0022 0.0098
Si 11.5941 5.8255 23.0221 0.0057 0.0005 -0.0037
Si 12.2497 -0.5561 15.19 0.0002 -0.0001 0.0054
Si 12.5772 7.781 18.5658 0.001 0.0046 0.0028
Si -5.3506 10.1281 15.9281 0.0017 0.0027 -0.0013
Si 9.7669 3.5051 18.8451 -0.0016 -0.0002 0.0011
Si 13.3795 13.0915 17.7323 -0.0005 -0.0006 -0.0016
Si 1.4784 13.998 21.6433 -0.0053 0.0003 -0.0068
Si 8.5819 -1.5487 18.4206 0.0004 0.0011 -0.0019
Si 9.1037 10.8516 13.3015 0.0051 -0.0042 -0.0016
Si -0.2526 16.5161 16.4529 0.0009 -0.0016 0.0053
Si 20.3112 8.6354 24.591 0 -0.006 -0.004
Si -12.4846 -11.1901 13.7173 0.0065 0.0022 0.0128
Si 12.6185 21.0475 24.6248 0.0013 -0.01 -0.0031
Si 8.0807 15.7731 13.8629 -0.0008 -0.0028 0.0093
Si 2.7658 6.6152 23.5107 -0.0042 -0.0016 -0.01
Si 15.0439 9.771 23.8517 0.0067 0.0059 -0.0051
Si 3.3708 0.8585 19.2188 0.0009 -0.0011 0.0004
Si -1.4221 23.9036 12.9937 -0.0089 0.0031 0.004
Si 9.7442 -11.5985 25.1436 -0.0036 -0.0077 -0.0052
Si 21.1548 13.8399 14.9856 -0.0046 0.003 0.0044
Si -5.9035 0.7978 20.2998 0.0009 -0.0009 -0.0004
Si 8.8411 5.9703 17.9513 -0.0002 -0.0001 0.0006
Si -3.0222 14.0925 21.7311 0.0023 -0.004 -0.0014
Si -9.9351 -0.7941 17.6609 -0.0008 -0.0008 -0.001
Si 3.5636 -3.152 16.9757 0.0004 -0.0012 0.0011
Si 13.0876 16.0964 23.8934 0.0023 -0.002 -0.0113
Si 1.2325 12.431 12.7154 -0.0041 0.0064 0.0039
Si -12.8939 8.0358 19.4994 0.0003 0.0009 -0.0019
Si 12.1834 3.0096 17.3226 -0.0026 -0.0034 0.0016
Si 14.1503 -2.2762 19.0143 -0.0021 -0.0012 0.0013
Si 5.3927 7.2597 20.4597 -0.001 -0.0038 -0.0009
Si 11.3531 6.3922 12.7811 -0.0115 0.0027 0.0054
Si -0.7855 16.0331 21.3859 0.0007 0 -0.0026
Si 10.3655 0.7842 13.525 0.0055 -0.0074 0.0128
Si 0.3851 6.8876 13.0816 0 -0.0003 0.0158
Si 14.5239 34.5163 14.7402 -0.0043 0.0079 0.0086
Si 6.5798 16.0678 23.73 0.0004 -0.0085 -0.0113
Si 4.3293 6.3253 12.4812 -0.0019 -0.0049 0.0023
Si 11.815 -5.1636 15.7034 -0.0017 0.0028 0.0015
Si 29.2587 6.0413 20.7946 0.0029 -0.0014 -0.0008
Si 8.0328 -12.3013 22.9315 -0.0036 -0.0017 -0.0013
Si -14.7707 -1.9453 16.6794 0.0026 -0.0001 0.0047
Si 9.5861 8.4731 19.4737 0.0011 -0.0001 0.0015
Si -7.577 8.1575 21.9324 0.0015 -0.0003 0.0029
Si -5.7128 16.8608 16.1498 0.002 -0.0034 0.0055
Si 6.5496 11.8976 12.6953 0.0083 0.0046 0.0108
Si 20.0141 4.739 21.9572 -0.0009 0.0015 -0.0048
Si -6.8158 5.7174 23.6717 0.0025 0.0017 -0.0053
Si 0.7455 3.9486 13.556 0.0021 -0.0038 0.0072
Si 16.1889 0.9071 17.3811 -0.0023 -0.0015 0.0029
Si 1.9485 14.1348 24.8429 0.0015 -0.0047 0.002
Si -0.8357 -0.9616 21.7682 -0.0007 -0.0004 -0.0005
Si 0.7079 7.8533 21.7582 -0.0014 -0.0012 0.0014
Si 7.2705 -2.4627 23.8534 0.0062 0.0034 -0.0066
Si -13.5996 -7.2572 17.5781 0.0027 0.0007 0.0029
Si -9.618 -6.9848 17.8086 -0.0025 0.0004 0.0022
Si 3.944 3.8329 19.1179 0.0019 0.0004 -0.0014
O 11.2841 3.4274 15.9868 -0.0026 0.0016 -0.0023
O 19.0864 -7.5712 23.1998 -0.001 0.0006 0.0024
O 9.1779 -4.8802 20.9576 0.0001 -0.0005 -0.003
O 11.6567 -5.5044 23.6675 0.0026 0.005 0.0019
O 5.4833 24.0189 11.6888 -0.0063 -0.008 -0.0079
O 0.6886 12.4787 16.3345 0.0002 0.0007 -0.0009
O -6.4793 10.7808 16.9085 0.0001 0 -0.0028
O 9.4072 -0.2466 19.0288 0.0016 0.0011 -0.0023
O 7.3697 11.9482 23.4638 -0.0021 -0.0028 -0.0009
O -0.8433 4.6445 20.6166 -0.0011 -0.0009 -0.0022
O 21.3491 6.7632 12.2371 0.0018 -0.0018 0.0011
O 11.4428 6.3385 26.3566 0.0047 -0.0016 -0.0039
O 1.9016 14.1457 23.2148 0.0019 0.0023 0.0069
O 5.3112 4.5086 18.5618 0 -0.0019 -0.0013
O -6.3586 -9.6957 17.3733 0.001 0.0019 -0.0061
O 14.8088 13.6766 18.2668 0.0019 0 -0.0016
O 3.6668 4.1691 20.6984 0.0008 0.0016 0.0013
O 11.0746 13.2055 25.4881 0.0056 -0.0018 -0.0004
O -5.4416 -7.3866 22.831 -0.0043 -0.0027 -0.0037
O 15.3256 11.9577 13.4319 0.0063 0.0041 0.0027
O 15.2873 7.437 14.5195 0.0035 -0.0057 -0.0084
O 2.0486 13.5589 18.2831 -0.0001 -0.0006 -0.0025
O 25.322 5.5902 16.7074 0.0022 -0.0005 -0.0029
O 9.4831 13.7756 23.5658 0.0128 0.0069 0.0064
O 19.6165 2.2471 18.9299 0.0014 0.0001 -0.0018
O 11.4882 6.6318 14.4279 0.0037 -0.0048 -0.011
O 16.0985 0.5246 25.4059 -0.0083 -0.0049 0
O -1.0415 -2.1324 20.6269 0.0007 0.0012 0.0027
O 2.1256 13.0792 13.9215 -0.0032 -0.0059 -0.0048
O 6.978 -1.1827 18.3512 0.0001 -0.0008 -0.0009
O 0.3852 4.99 17.2242 -0.0047 -0.0021 -0.0051
O 8.8635 7.5309 18.3541 -0.0001 -0.0014 -0.0028
O 13.6506 7.2204 25.4474 -0.0006 -0.0076 0.0042
O -3.2488 14.238 17.7447 0.0011 -0.0005 -0.0006
O -1.0127 3.4454 23.0023 -0.0032 -0.0001 0.003
O 3.8269 7.7122 20.5045 -0.0011 0.002 0.0004
O 5.7352 9.7697 23.8148 -0.0061 -0.0014 -0.0041
O -2.1299 6.5927 19.3538 -0.0001 -0.0017 -0.0016
O 1.2035 18.338 13.3676 -0.0017 0.0058 -0.0023
O 18.3036 13.6839 20.7725 -0.0009 -0.0008 -0.0005
O -2.0291 2.2566 20.8511 -0.0013 -0.0008 -0.0014
O 0.6332 8.9299 22.9619 0.0014 -0.0001 -0.0024
O 7.8656 -2.75 25.3498 0.0038 0.0024 0.0183
O 3.8329 7.8627 23.5668 0.0038 0.0016 -0.0009
O 5.7487 19.9026 18.8718 0.0005 0.0004 -0.0042
O 9.2058 30.6523 19.2446 0.0003 0 0.0005
O 2.0431 2.9781 13.8065 -0.0047 0.006 -0.0008
O -19.7418 -4.5338 19.2885 -0.0001 0.0003 -0.002
O -3.0877 7.034 17.1073 0.0003 -0.0007 -0.0054
O 7.0178 14.5592 23.3183 -0.0043 0.0046 -0.002
O -3.0563 5.7834 21.6249 -0.004 -0.0008 -0.0003
O -7.3214 9.5341 22.7627 0.0004 0.0014 -0.0024
O 3.8796 8.4552 15.9313 0.0008 -0.0049 -0.0043
O -0.1951 9.9106 15.7201 -0.0049 -0.0057 -0.0085
O -10.397 6.1452 16.4231 -0.0046 0.0012 -0.0068
O 2.2434 10.4548 16.461 -0.004 0.002 -0.0019
O -0.4811 11.2682 23.239 0.0017 -0.0008 0.0007
O 8.3728 0.3806 21.3405 -0.003 -0.0006 0.0003
O 9.3803 2.0501 13.4759 -0.0008 0.005 -0.0053
O 3.573 1.395 12.229 0.0096 0.0023 -0.0203
O 15.1827 16.7158 14.8264 0.0022 0.0015 -0.0072
O 6.8798 14.9322 14.6259 0.0071 0.0058 -0.0057
O 20.936 16.4045 22.5983 0.0018 -0.0026 0
O 0.6969 -10.4572 16.6663 0.0004 0.0021 -0.0025
O 4.8552 10.6764 17.0177 0.0008 0.0001 -0.0005
O 5.5185 5.8989 21.3459 0 -0.0024 -0.0018
O 5.779 13.1889 16.4962 0.0017 0.0011 -0.0045
O 1.4017 20.8015 12.4446 0.0059 0.0023 -0.0076
O 13.535 9.11 18.5705 -0.0005 -0.0017 -0.003
O 9.5881 9.8054 14.4255 -0.0001 -0.0002 -0.0059
O 9.859 6.81 12.2619 -0.0012 -0.002 -0.0059
O 6.4817 8.2962 21.0928 0.0029 0.0041 -0.0006
O 12.211 2.0722 23.1661 0.0006 0.0036 0.0031
O 3.1705 -3.6978 18.4613 0.0004 0.0004 -0.0022
O 17.4058 -6.0702 18.6968 0.0006 0 -0.0006
O 16.1615 15.3673 21.1565 0.0008 -0.0023 -0.0012
O 12.2803 7.4875 11.9816 0.0053 0.0042 0.0019
O -2.2123 -0.1218 21.9668 -0.0008 0.0013 -0.0045
O 8.7472 4.0432 14.8793 -0.0022 -0.0003 -0.007
O -6.1682 2.3587 19.8772 -0.0004 0.0007 -0.0015
O 11.4812 0.8154 14.7235 -0.0052 0.0008 -0.0098
O -15.3635 10.7052 18.203 0.0051 0.0007 -0.0057
O 13.6731 11.1613 11.4293 -0.0001 0.0001 -0.0062
O -4.1444 11.2155 15.9985 0.0021 0.0024 -0.0009
O -1.9783 -0.1645 16.1538 -0.0027 -0.0009 -0.0043
O 4.4819 -0.2823 18.8281 0.0006 -0.0003 0.0002
O -6.0079 -0.5068 13.8857 -0.0041 0.0011 0.0015
O 5.7705 12.6064 13.9208 0.0003 -0.0081 -0.0047
O 8.9864 6.2514 25.1969 0.008 0.0005 0.0167
O -17.857 11.7522 18.6208 -0.001 0.0029 -0.0017
O 7.7986 4.3317 23.6957 0.0059 0.0016 -0.0024
O 5.8471 7.5434 25.3412 -0.0009 -0.0182 0.0123
O -3.7846 4.8545 12.2267 -0.0022 -0.0222 -0.0236
O -1.9215 9.158 23.6838 -0.0065 -0.0014 -0.0074
O 17.9346 -6.6609 16.1795 0.002 0.0031 -0.0073
O 8.4147 13.4702 25.8591 -0.0033 -0.0017 -0.0045
O 23.2623 6.8835 22.9388 -0.0011 -0.0015 -0.0022
O -3.2107 4.6775 23.9819 0.0001 0.0012 0.0021
O 12.9992 8.661 15.2094 0.0033 -0.0007 -0.0037
O -1.7631 3.5108 17.0426 0.0024 0.0021 -0.0009

Results
free energy: -248721.768 eV
free energy less fixed offsets of O -568.88, Si -635.61 eV per atom: -6.308 eV

The program warned: the cutoff lies below the one the program advises for these potential files; the exchange-correlation potential is rough where the density is thin.
